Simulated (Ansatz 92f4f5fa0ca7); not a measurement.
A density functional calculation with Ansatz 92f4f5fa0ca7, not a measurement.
Periodic cell of 448 atoms, Si288O160, from a study of silicon, its oxide and their interface. The atomic structure is a simulated model.
Doubt: the cutoff is far below the 930 eV that the study's wrapper takes by default for these files, so forces and energies are approximate.

Settings: functional PBE; potential files Ansatz PAW; basis plane waves; wave-function cutoff 580 eV; density cutoff ratio 5; exchange-correlation grid ratio 1; k mesh 1 x 1 x 1, Gamma-centred; self-consistency stop 5e-08 eV per atom in the density residual; occupations fixed; spin none; net charge 0.

Cell vectors (angstrom)
a	15.4687	0	0
b	0	15.4687	0
c	-0.6569	0.7343	33.1115

Atoms: element, x, y, z (angstrom)
Si	-0.6934	0.2642	24.2103
Si	-0.7751	4.9042	24.236
Si	-0.778	7.9841	24.3145
Si	-0.645	-2.8808	24.1339
Si	2.7819	1.1927	23.777
Si	2.9345	4.3521	24.1753
Si	3.4073	8.727	24.5477
Si	3.2706	-3.6	24.0969
Si	7.2205	1.1574	24.4133
Si	7.0123	4.3013	24.293
Si	7.1436	9.0395	24.1606
Si	7.1627	-3.2096	24.1816
Si	-4.4688	0.4479	24.2668
Si	-4.6553	4.8807	24.2964
Si	-4.4491	7.9818	24.1949
Si	-4.4655	-2.7531	24.1619
Si	1.2302	0.7044	25.4986
Si	1.1362	4.5814	25.6276
Si	1.2691	8.398	25.5684
Si	1.3276	-3.1634	25.4485
Si	5.2572	0.7804	25.5819
Si	5.0001	4.5908	25.5012
Si	5.3517	8.554	25.7299
Si	5.1766	-3.0409	25.4627
Si	9.1519	0.7868	25.6667
Si	8.9161	4.7179	25.6443
Si	9.0536	8.5024	25.4851
Si	9.0777	-3.0445	25.5648
Si	-2.5884	0.6333	25.6209
Si	-2.6879	4.5909	25.6068
Si	-2.6348	8.271	25.6965
Si	-2.5613	-3.1755	25.529
Si	1.1857	2.6192	26.9177
Si	1.2689	6.5096	26.9814
Si	1.2452	10.3923	26.8888
Si	1.3726	-1.2328	26.8677
Si	5.0563	2.7019	26.9562
Si	5.1579	6.5281	26.9172
Si	5.2182	10.5184	26.9794
Si	5.1517	-1.1587	26.9032
Si	9.0455	2.7511	26.9863
Si	8.9308	6.6302	26.971
Si	9.098	10.4321	26.89
Si	9.0161	-1.1727	26.9976
Si	-2.5967	2.6307	26.9282
Si	-2.6436	6.4322	27.0814
Si	-2.5867	10.3372	26.8884
Si	-2.5469	-1.282	26.999
Si	-0.694	2.6578	28.3277
Si	-0.6573	6.5223	28.3564
Si	-0.6689	10.3988	28.2964
Si	-0.576	-1.2122	28.3016
Si	3.13	2.6637	28.3229
Si	3.23	6.539	28.3092
Si	3.2091	10.4131	28.2922
Si	3.2472	-1.2017	28.3136
Si	7.0518	2.6783	28.3066
Si	7.0353	6.5318	28.3417
Si	7.1582	10.4274	28.3213
Si	7.0592	-1.1972	28.3197
Si	10.97	2.675	28.3405
Si	10.8633	6.5319	28.3554
Si	10.9833	10.4048	28.3097
Si	10.9607	-1.2113	28.3495
Si	-0.6569	0.7343	29.6927
Si	-0.6569	4.6015	29.6927
Si	-0.6569	8.4687	29.6927
Si	-0.6569	-3.1328	29.6927
Si	3.2102	0.7343	29.6927
Si	3.2102	4.6015	29.6927
Si	3.2102	8.4687	29.6927
Si	3.2102	-3.1328	29.6927
Si	7.0774	0.7343	29.6927
Si	7.0774	4.6015	29.6927
Si	7.0774	8.4687	29.6927
Si	7.0774	-3.1328	29.6927
Si	10.9446	0.7343	29.6927
Si	10.9446	4.6015	29.6927
Si	10.9446	8.4687	29.6927
Si	-4.5241	-3.1328	29.6927
Si	1.9301	-0.0237	3.4146
Si	1.933	3.9096	3.4141
Si	1.9302	7.7219	3.4247
Si	1.9347	-3.8707	3.4245
Si	5.8047	-0.0065	3.4004
Si	5.8026	3.8857	3.4128
Si	5.8029	7.7422	3.4125
Si	5.7998	-3.881	3.4139
Si	9.6661	-0.0418	3.4033
Si	9.6621	3.8903	3.4094
Si	9.664	7.7299	3.4142
Si	9.663	-3.8568	3.4143
Si	-1.9302	0.0016	3.4203
Si	-1.9303	3.879	3.4164
Si	-1.9297	7.7414	3.4224
Si	-1.9293	-3.8671	3.412
Si	1.9221	1.948	4.7118
Si	1.9276	5.8203	4.8498
Si	1.942	9.6553	4.7882
Si	1.9321	-1.95	4.82
Si	5.854	1.9333	4.7422
Si	5.7624	5.8254	4.7915
Si	5.8331	9.6601	4.7965
Si	5.7777	-1.9441	4.7628
Si	9.6544	1.9174	4.6978
Si	9.656	5.816	4.8084
Si	9.6487	9.6733	4.7606
Si	9.6564	-1.9529	4.8236
Si	-1.9506	1.9456	4.7802
Si	-1.892	5.809	4.7994
Si	-1.9615	9.6792	4.7936
Si	-1.8951	-1.9404	4.7852
Si	0.0135	1.9819	6.1195
Si	0.0016	5.8073	6.2473
Si	-0.0107	9.6738	6.1577
Si	0.0085	-1.9228	6.2044
Si	3.8792	1.9444	6.0181
Si	3.8646	5.8401	6.2254
Si	3.8946	9.6193	6.1597
Si	3.8798	-1.957	6.167
Si	7.7936	1.8958	6.1208
Si	7.6819	5.8284	6.1638
Si	7.7672	9.6893	6.1898
Si	7.6668	-1.954	6.1713
Si	-3.9351	1.9285	6.0818
Si	-3.8335	5.8149	6.1424
Si	-3.9238	9.6792	6.1494
Si	-3.8195	-1.9732	6.1464
Si	0.0258	0.0666	7.4998
Si	0.0172	3.8625	7.6022
Si	-0.0497	7.766	7.5957
Si	0.0275	-3.8669	7.5767
Si	3.8687	0.0533	7.3958
Si	3.8983	3.82	7.4179
Si	3.8643	7.7537	7.6768
Si	3.9412	-3.922	7.5023
Si	7.6945	-0.0285	7.5367
Si	7.7582	3.8411	7.4522
Si	7.7087	7.7729	7.5671
Si	7.7286	-3.8569	7.5961
Si	-3.8847	-0.0049	7.4186
Si	-3.8929	3.8496	7.4426
Si	-3.9008	7.7568	7.5032
Si	-3.8726	-3.8955	7.5627
Si	2.0084	0.4108	8.8014
Si	2.0542	3.5173	8.832
Si	1.8662	8.1961	8.9332
Si	2.044	-4.1366	8.8504
Si	5.6875	0.3398	8.8355
Si	5.8242	3.4688	8.7377
Si	5.8392	8.0913	9.0151
Si	5.7993	-4.2267	8.9782
Si	-5.7806	-0.3525	8.7759
Si	-5.7969	4.3123	8.808
Si	-5.8109	7.4738	8.8901
Si	-5.7982	-3.4921	8.9326
Si	-1.9668	0.3471	8.7401
Si	-2.0145	3.4538	8.8027
Si	-2.0419	8.0308	8.9265
Si	-1.9328	-4.285	8.8865
Si	-4.4074	2.1869	22.656
Si	1.2767	0.7343	31.06
Si	1.2767	4.6015	31.06
Si	1.2767	8.4687	31.06
Si	1.2767	-3.1328	31.06
Si	5.1438	0.7343	31.06
Si	5.1438	4.6015	31.06
Si	5.1438	8.4687	31.06
Si	5.1438	-3.1328	31.06
Si	9.011	0.7343	31.06
Si	9.011	4.6015	31.06
Si	9.011	8.4687	31.06
Si	-6.4577	-3.1328	31.06
Si	-2.5905	0.7343	31.06
Si	-2.5905	4.6015	31.06
Si	-2.5905	8.4687	31.06
Si	-2.5905	-3.1328	31.06
Si	1.2767	2.6679	32.4272
Si	1.2767	6.5351	32.4272
Si	1.2767	-5.0664	32.4272
Si	1.2767	-1.1992	32.4272
Si	5.1438	2.6679	32.4272
Si	5.1438	6.5351	32.4272
Si	5.1438	-5.0664	32.4272
Si	5.1438	-1.1992	32.4272
Si	9.011	2.6679	32.4272
Si	9.011	6.5351	32.4272
Si	-6.4577	-5.0664	32.4272
Si	-6.4577	-1.1992	32.4272
Si	-2.5905	2.6679	32.4272
Si	-2.5905	6.5351	32.4272
Si	-2.5905	-5.0664	32.4272
Si	-2.5905	-1.1992	32.4272
Si	0	1.9336	0.683
Si	0	5.8008	0.683
Si	0	-5.8008	0.683
Si	0	-1.9336	0.683
Si	3.8672	1.9336	0.683
Si	3.8672	5.8008	0.683
Si	3.8672	-5.8008	0.683
Si	3.8672	-1.9336	0.683
Si	7.7343	1.9336	0.683
Si	7.7343	5.8008	0.683
Si	7.7343	-5.8008	0.683
Si	7.7343	-1.9336	0.683
Si	11.6015	1.9336	0.683
Si	11.6015	5.8008	0.683
Si	-3.8672	-5.8008	0.683
Si	-3.8672	-1.9336	0.683
Si	0	0	2.0503
Si	0	3.8672	2.0503
Si	0	7.7343	2.0503
Si	0	-3.8672	2.0503
Si	3.8672	0	2.0503
Si	3.8672	3.8672	2.0503
Si	3.8672	7.7343	2.0503
Si	3.8672	-3.8672	2.0503
Si	7.7343	0	2.0503
Si	7.7343	3.8672	2.0503
Si	7.7343	7.7343	2.0503
Si	7.7343	-3.8672	2.0503
Si	11.6015	0	2.0503
Si	11.6015	3.8672	2.0503
Si	11.6015	7.7343	2.0503
Si	-3.8672	-3.8672	2.0503
Si	2.6512	-5.252	13.9245
Si	-1.8357	5.6709	10.9554
Si	-2.2346	-0.7064	13.4056
Si	4.1435	2.9032	13.4601
Si	5.3123	5.4031	15.1743
Si	5.8443	5.6778	11.0891
Si	7.9381	-0.87	13.0253
Si	5.7713	-1.8596	11.1648
Si	9.3502	2.0139	10.9179
Si	-3.0508	-5.2902	12.9172
Si	-5.6119	-5.7397	11.1935
Si	-2.381	4.5365	13.8155
Si	-1.4208	-1.9577	10.8022
Si	-5.538	5.6373	17.8884
Si	1.7434	-1.8656	10.8871
Si	-1.7205	-3.8291	17.167
Si	-3.9239	3.3064	17.8894
Si	-0.0997	9.1561	13.1524
Si	-3.5895	-2.99	14.8116
Si	-1.6374	5.3273	16.7181
Si	3.5864	1.4091	16.0174
Si	2.906	4.79	11.6323
Si	5.1365	8.7024	17.8486
Si	8.2138	9.5722	13.9541
Si	7.6571	4.8172	13.5981
Si	0.8582	6.6927	11.5199
Si	0.4876	1.4591	16.7172
Si	5.2719	8.5002	14.7271
Si	-4.9285	0.58	13.1362
Si	1.2079	5.0648	18.145
Si	8.645	-2.9714	15.1687
Si	-1.3447	1.8363	14.4956
Si	-5.0342	5.4479	14.713
Si	0.5681	9.7163	15.9795
Si	-3.3407	7.7092	17.7632
Si	3.4498	-2.339	13.2933
Si	2.2286	-1.6516	19.032
Si	4.0217	-1.5532	16.3686
Si	2.0108	8.0704	18.1798
Si	2.0995	9.0907	20.9038
Si	5.9503	-4.3044	19.6363
Si	5.2272	2.6734	19.9996
Si	-4.5379	8.4018	15.0427
Si	6.8077	-2.2475	17.5303
Si	6.9821	1.9864	12.6779
Si	0.4211	2.6795	19.5917
Si	6.1543	5.1623	21.4725
Si	7.5893	-0.9527	22.0048
Si	-4.7202	10.3051	22.0242
Si	2.785	0.8535	20.7728
Si	-0.6576	-0.9595	17.9849
Si	-2.6085	10.0701	19.7086
Si	-0.5661	10.1431	22.1085
Si	-4.1029	1.2229	15.9916
Si	-1.2812	2.5493	22.143
Si	3.4625	6.6274	22.215
Si	-3.3423	0.4429	18.6654
Si	-5.6683	0.3419	20.5661
Si	7.8712	9.236	21.2853
Si	3.405	-3.6621	21.0101
Si	7.471	6.9838	19.2713
Si	4.0569	4.0163	17.4715
Si	7.0934	0.2539	19.3378
O	4.2384	0.6288	24.2542
O	2.2436	-0.503	10.1547
O	4.7772	-1.8784	12.467
O	2.3797	4.5067	10.1187
O	4.5634	4.2385	14.3116
O	-1.4426	-5.5247	12.6076
O	4.3301	5.5698	11.6552
O	1.9358	-5.6855	9.4397
O	2.3891	-3.1928	10.1786
O	5.6168	1.9243	9.3594
O	5.4426	-0.6048	10.1727
O	6.0481	4.4634	10.029
O	9.3403	8.7596	14.8455
O	5.8049	-5.7955	9.5929
O	5.7389	-3.2548	10.3225
O	7.2746	-1.6118	11.7484
O	-5.7683	3.4127	10.1913
O	-5.6958	0.7425	10.0015
O	-5.8114	5.8788	9.4143
O	-5.7859	8.398	10.2632
O	-2.3501	7.078	10.2737
O	-5.3015	1.948	12.3393
O	-5.7133	-1.8912	9.4609
O	-1.9879	1.8866	9.4061
O	-2.0688	-0.6852	10.0241
O	-3.4349	0.1421	12.7009
O	-3.3231	2.0882	18.8117
O	1.8794	-4.9593	15.3594
O	-2.3472	4.3697	10.1341
O	-1.704	3.0711	13.4847
O	-3.3559	-3.7539	13.3902
O	9.1752	5.3594	13.6995
O	2.1389	-1.7849	12.4797
O	7.7389	1.9255	11.232
O	-4.0487	-5.6604	11.6847
O	4.3779	0.0381	16.3523
O	5.3917	2.3125	12.5864
O	-4.7116	2.586	16.6385
O	-0.6309	1.2523	22.8913
O	6.7906	10.2915	20.7011
O	-3.9474	4.3146	14.2666
O	-0.0183	7.6992	12.4534
O	-4.497	-3.7595	22.8414
O	2.9847	3.3585	12.4218
O	-0.2131	5.6897	10.8158
O	-2.4291	-4.2616	18.5596
O	1.984	1.9612	9.4212
O	7.2864	-2.3966	22.7114
O	-5.1931	-2.8521	15.1156
O	4.124	1.7619	20.7505
O	-0.1119	5.088	17.2052
O	8.1247	-4.409	14.6136
O	-2.8825	2.3994	22.1477
O	2.0941	1.3115	16.6377
O	-2.6029	1.5843	15.4907
O	-5.0509	0.751	14.7624
O	-0.8422	2.59	20.584
O	-1.1768	-2.326	17.3236
O	5.4002	-2.3857	16.6809
O	3.214	-3.0348	22.5139
O	6.0342	7.1264	10.361
O	4.759	6.0089	21.4675
O	4.8917	5.2221	16.7442
O	0.9688	9.6573	21.9074
O	8.6683	0.6969	19.4351
O	5.2121	10.1394	18.5974
O	-1.6088	5.2004	15.0933
O	-1.0736	0.4019	13.7516
O	-6.304	-0.829	21.5302
O	-3.4938	9.2808	14.1966
O	0.6429	-1.2638	18.9235
O	-4.9004	3.6871	23.1517
O	3.0108	-0.464	19.8356
O	-4.2407	9.0251	22.9266
O	-1.3035	10.0927	20.6692
O	7.2348	0.2015	23.0832
O	-0.1894	-0.0188	16.7388
O	-0.6425	-3.8221	22.7582
O	7.8753	-1.8268	14.3179
O	5.4804	8.9535	16.2785
O	1.5361	9.0652	19.3736
O	2.4581	0.4894	22.3256
O	9.506	-0.5932	12.6927
O	-5.0772	4.2288	18.6106
O	4.8975	-3.3577	20.4394
O	6.8976	-0.6896	18.0228
O	2.4613	4.349	17.3643
O	7.1867	2.7153	23.8146
O	-4.5279	6.406	23.562
O	-4.3049	-0.1861	19.8266
O	6.87	-3.2709	18.7918
O	-0.703	-1.2959	23.5794
O	-0.8013	3.9112	22.915
O	-0.2804	9.0264	14.7699
O	-3.9213	10.3788	20.608
O	1.7707	7.4355	10.401
O	-1.1938	9.064	23.1428
O	3.8968	7.6435	23.4003
O	7.0433	5.8211	20.3018
O	-4.1072	8.5868	16.6096
O	9.5531	-4.3952	10.315
O	6.918	5.2233	22.91
O	-2.3006	5.5044	12.5124
O	8.2451	8.1605	20.1023
O	2.3386	-3.0031	19.9454
O	3.5564	1.7207	14.4155
O	7.6704	3.1862	13.5436
O	3.3079	10.1744	20.9844
O	7.0333	-4.8117	23.7852
O	3.6188	8.1243	17.9436
O	-4.3793	-1.1678	23.6685
O	-5.352	1.7028	21.408
O	0.0246	2.231	18.07
O	2.9019	-1.8588	17.5399
O	-1.6438	-1.8073	12.3977
O	3.3737	10.2309	23.8461
O	-1.9023	9.6091	9.4619
O	6.2217	1.634	19.2137
O	-2.7403	8.6379	18.9429
O	-2.117	6.8338	17.1276
O	-6.2935	10.1007	21.6949
O	-4.4574	6.7318	18.4137
O	4.3971	2.6204	16.7159
O	2.5585	7.553	21.2173
O	7.1796	0.5358	13.411
O	-4.2982	6.8807	14.5266
O	-0.7254	6.461	23.6057
O	1.8565	5.7688	12.423
O	7.277	8.4213	22.5944
O	8.7766	9.6509	12.4235
O	-2.6748	4.2421	17.3805
O	2.6574	5.3715	22.8786
O	2.8617	2.827	23.5227
O	6.6877	-0.6351	20.6654
O	8.4585	6.2226	18.2233
O	3.9013	9.1602	14.0979
O	0.9158	4.2349	19.5184
O	-2.8736	-1.5116	14.6909
O	4.558	3.7869	18.9968
O	1.6238	6.5563	18.5713
O	6.9215	5.2287	15.0003
O	-1.8562	-0.2263	18.8336
O	-3.9646	0.0902	17.1736
O	0.1682	-1.9959	10.5754
O	-0.0434	2.244	15.3897
O	4.9511	6.8978	14.6494
O	1.5907	1.7084	20.1084
O	6.1981	7.6329	18.4775
O	6.7017	8.8974	13.9864
O	-5.4942	5.3688	16.2739
O	1.1528	8.505	16.8786
O	5.9661	3.5735	21.1328
O	-2.8557	-3.8306	15.9983
O	6.9183	5.4956	12.3118
O	-0.4422	-4.7905	16.8152
O	8.1198	-2.6995	16.679
O	3.3872	-3.9581	13.3118
O	1.4058	-5.6577	12.9054
O	3.4532	-1.8811	14.8665
O	-2.0644	-3.3561	10.2624

Results
free energy: -274086.476 eV
free energy less fixed offsets of O -568.88, Si -635.61 eV per atom: -9.996 eV

Forces (eV/angstrom), in the order of the atoms: element, x, y, z
Si	-0.2025	-0.1395	-0.0399
Si	-0.0284	0.0468	-0.1907
Si	0.2427	-0.0614	0.0028
Si	0.0243	0.2128	-0.1275
Si	0.0199	0.1144	-0.0771
Si	0.0985	0.0299	-0.1606
Si	-0.0919	0.0089	-0.2714
Si	0.0204	0.0156	-0.3576
Si	0.3572	0.0703	-0.3976
Si	-0.1272	-0.0647	-0.38
Si	-0.0072	-0.133	-0.4647
Si	-0.0058	-0.029	-0.3026
Si	0.1608	-0.6844	0.1569
Si	-0.0283	0.1	-0.3293
Si	-0.1053	-0.028	-0.1692
Si	-0.0677	-0.2095	0.193
Si	-0.0634	-0.0716	-0.0857
Si	-0.1252	0.1004	-0.1231
Si	-0.0688	0.0585	-0.3149
Si	-0.039	-0.0485	-0.1371
Si	-0.1704	0.0582	-0.0584
Si	-0.0914	0.0111	-0.1375
Si	0.0441	0.1517	-0.1044
Si	-0.1186	-0.0517	-0.0318
Si	-0.2709	-0.0476	0.13
Si	-0.0582	-0.117	-0.0587
Si	0.0866	0.0234	-0.1646
Si	0.1022	0.0558	-0.2637
Si	0.282	-0.0342	-0.0747
Si	0.0503	0.0385	-0.2503
Si	0.026	0.0665	-0.1649
Si	0.0321	0.1047	-0.1879
Si	0.0007	-0.031	0.1588
Si	0.0797	0.029	0.0596
Si	0.0586	-0.0417	0.0783
Si	-0.0114	-0.0382	0.079
Si	-0.0405	0.0212	0.0082
Si	-0.0308	-0.1096	-0.0195
Si	0.0896	0.1439	0.155
Si	0.0033	-0.1298	0.1072
Si	0.0591	-0.0519	0.0476
Si	-0.0517	0.0639	-0.0147
Si	-0.0444	0.0681	0.0639
Si	0.002	0.1171	-0.0185
Si	-0.0291	-0.1092	-0.0869
Si	-0.0088	-0.0603	0.1533
Si	-0.0049	0.0252	0.0311
Si	-0.0877	0.0053	-0.0204
Si	0.0539	0.0084	-0.0152
Si	-0.0589	0.0164	-0.0153
Si	0.0718	0.0076	-0.0245
Si	-0.0509	0.0236	-0.0597
Si	0.0781	0.0081	-0.0931
Si	-0.0834	-0.0071	0.0571
Si	0.0343	-0.013	-0.0932
Si	-0.045	0.0281	-0.0677
Si	0.0147	-0.0966	-0.0793
Si	0.0236	0.0041	0.0329
Si	-0.0867	0.014	-0.1155
Si	0.095	-0.0162	0.0103
Si	-0.117	0.0388	-0.0556
Si	0.1012	0.0177	-0.0055
Si	-0.031	-0.0072	-0.0402
Si	0.066	0.0213	-0.1303
Si	0.041	-0.1638	-0.1075
Si	0.0519	-0.1561	0.1304
Si	-0.0157	0.0882	-0.0478
Si	0.102	-0.0627	-0.1623
Si	-0.0891	-0.0374	-0.0846
Si	-0.0782	0.0173	-0.1191
Si	0.0412	0.108	-0.2204
Si	-0.0202	-0.0399	-0.1359
Si	-0.0984	0.0837	-0.1404
Si	0.0228	-0.0766	0.0302
Si	-0.0911	0.1573	-0.091
Si	0.1972	0.096	0.066
Si	0.0498	-0.0065	0.0416
Si	-0.0946	-0.0307	0.2213
Si	-0.0271	0.1148	0.0087
Si	0.0401	-0.1411	0.0881
Si	0.0008	0.0344	0.0326
Si	-0.0016	-0.0451	0.0429
Si	-0.0016	0.0521	0.0581
Si	-0.0208	-0.0138	0.054
Si	0.0246	-0.0115	0.0415
Si	0.0176	-0.0068	0.0462
Si	0.0238	-0.0042	0.0283
Si	-0.0183	-0.0036	0.0307
Si	0.0032	0.0378	0.0397
Si	-0.0272	-0.0155	0.0213
Si	-0.0079	0.0284	0.025
Si	-0.0179	-0.0366	0.0322
Si	-0.0065	0.0067	0.0491
Si	-0.0012	-0.0142	0.0491
Si	0.0229	-0.0063	0.0539
Si	0.0094	-0.0096	0.0497
Si	-0.0118	0.0227	0.0745
Si	0.0043	-0.0071	-0.0253
Si	-0.0204	-0.0518	0.0939
Si	0.0117	-0.0261	-0.0442
Si	-0.1106	0.0156	0.0506
Si	0.0846	0.0105	0.0106
Si	-0.085	-0.013	0.0905
Si	0.0607	0.0218	0.0047
Si	0.034	-0.0515	0.0028
Si	0.0082	-0.0189	0.0817
Si	0.0138	0.0051	0.0265
Si	0.0075	-0.0043	0.0816
Si	0.0825	0.0296	0.0313
Si	-0.1016	0.0488	-0.0159
Si	0.0848	0.0216	0.0879
Si	-0.0822	-0.008	-0.0351
Si	0.0123	0.0191	-0.0348
Si	0.0103	0.0635	-0.0215
Si	-0.0259	0.0393	0.0066
Si	-0.0279	-0.0134	0.0411
Si	0.1045	-0.0386	-0.2161
Si	-0.0132	0.0637	-0.0171
Si	0.005	-0.0545	-0.0963
Si	-0.0252	-0.0198	-0.0159
Si	0.001	-0.0224	-0.0025
Si	-0.0399	0.0193	-0.0243
Si	0.0199	0.0219	-0.0748
Si	0.0094	-0.0226	-0.0433
Si	-0.0754	0.0093	-0.1216
Si	0.0538	0.004	-0.123
Si	-0.0078	0.018	-0.13
Si	0.0044	-0.0603	-0.0917
Si	0.0561	0.0114	0.2749
Si	0.0499	-0.1381	0.2577
Si	-0.0451	0.0611	0.1873
Si	0.0064	-0.0608	0.2388
Si	-0.1065	0.0559	0.1538
Si	0.018	-0.0435	0.1628
Si	-0.0324	0.1205	0.117
Si	0.0117	-0.0283	0.1566
Si	-0.0718	0.0629	0.2447
Si	0.1022	0.0416	0.1691
Si	0.0118	-0.0914	0.1585
Si	-0.0128	0.0301	0.2011
Si	0.0252	-0.0066	0.1131
Si	-0.0785	0.0739	0.1486
Si	-0.0554	-0.0336	0.1966
Si	0.0145	0.0275	0.147
Si	-0.0308	0.0797	0.1633
Si	-0.0602	0.0222	0.2052
Si	0.0599	0.0481	0.3491
Si	0.0237	-0.1106	0.094
Si	0.0453	0.0571	0.1531
Si	0.018	-0.1239	0.2735
Si	0.0439	0.0787	0.1837
Si	0.0538	-0.0407	0.1931
Si	0.0267	-0.1536	0.3081
Si	-0.0189	0.0441	0.2716
Si	0.0208	-0.2064	0.1993
Si	0.0269	0.2361	0.2663
Si	-0.0343	0.1402	0.3465
Si	-0.0627	-0.2308	0.2765
Si	-0.0287	0.0207	0.1424
Si	-0.0666	-0.0773	0.1942
Si	-0.1474	0.176	-0.1938
Si	0.0117	-0.0042	0.0139
Si	0.0074	0.007	0.0206
Si	-0.0027	0.0267	-0.0195
Si	-0.0045	-0.0457	-0.0016
Si	0.0074	0.0379	-0.0067
Si	0.0053	-0.0527	-0.0097
Si	0.0075	0.0954	-0.005
Si	-0.0255	-0.0786	-0.0233
Si	0.0087	0.0026	-0.003
Si	0.0351	-0.1187	0.0267
Si	0.0221	0.0053	0.0012
Si	-0.0247	0.0528	0.0243
Si	-0.0102	-0.073	0.009
Si	-0.0029	0.0982	0.0086
Si	-0.004	-0.0083	0.0032
Si	-0.0346	0.0524	-0.0146
Si	0.04	0.0062	-0.0007
Si	-0.0243	-0.0036	0.0097
Si	0.0311	0.0106	0.0008
Si	-0.0402	-0.0023	0.0082
Si	0.002	-0.0002	0.0206
Si	-0.0015	0.0176	-0.0135
Si	-0.0182	-0.0081	0.0204
Si	0.0092	-0.0117	-0.0128
Si	-0.0348	0.0384	0.0054
Si	0.0038	0.0101	-0.0057
Si	-0.0478	0.0145	0.0039
Si	0.0358	-0.039	0.0084
Si	0.008	0.0009	-0.0007
Si	0.0313	0.0069	0.0126
Si	0.0235	-0.0051	0
Si	-0.0104	-0.0241	0.0138
Si	0.0531	0.0092	0.0131
Si	-0.0506	0.0089	-0.013
Si	0.0395	-0.0034	-0.0087
Si	-0.0225	0.0078	-0.0106
Si	-0.0528	-0.006	0.0126
Si	0.04	-0.0029	-0.0195
Si	-0.0506	-0.0019	-0.0068
Si	0.0151	-0.0002	-0.0153
Si	0.0147	-0.0237	0.0274
Si	0.0053	-0.016	-0.0361
Si	0.0125	-0.0011	0.0023
Si	-0.0195	0.0209	-0.0356
Si	-0.026	-0.0205	0.0216
Si	0.0058	-0.0077	-0.0239
Si	-0.0018	-0.0002	0.0019
Si	0.029	0.0269	-0.0252
Si	-0.0191	-0.0729	-0.037
Si	0.0078	0.1124	-0.0373
Si	0.0053	0.0151	0.0145
Si	0.0489	-0.0513	-0.0105
Si	-0.0264	-0.0272	-0.0438
Si	0.0047	0.0777	-0.0177
Si	-0.0303	0.0163	0.0394
Si	-0.0248	-0.0448	0.0064
Si	0.004	-0.1583	-0.1495
Si	-0.0252	0.1769	-0.0973
Si	-0.0123	-0.0559	-0.0635
Si	-0.0205	0.0224	-0.0491
Si	0.0583	-0.1246	-0.0188
Si	0.0137	0.1178	0.0009
Si	0.0228	-0.0405	0.0457
Si	-0.0125	0.0727	0.0079
Si	-0.008	-0.1153	0.1053
Si	0.0592	0.055	0.127
Si	-0.2227	0.2749	0.2789
Si	0.0931	-0.0109	0.1963
Si	0.0434	-0.0215	0.1393
Si	0.123	-0.1615	0.0563
Si	0.0858	0.1502	0.3362
Si	0.1783	0.0787	0.0831
Si	-0.0127	-0.0593	0.1828
Si	0.07	0.0107	0.4996
Si	-0.0038	0.0207	-0.008
Si	-0.1052	-0.2022	0.3794
Si	-0.1999	0.0816	0.1118
Si	-0.0517	0.0132	-0.1408
Si	0.0865	0.0579	0.0622
Si	-0.0046	-0.0676	-0.0893
Si	-0.069	0.0782	-0.1815
Si	0.1352	0.1001	0.2901
Si	-0.0341	0.0814	0.1607
Si	-0.1159	-0.0011	-0.0434
Si	0.0641	0.062	-0.0896
Si	-0.0809	-0.2926	0.4394
Si	0.013	-0.0384	-0.1026
Si	-0.0389	-0.0135	0.437
Si	0.1089	-0.1349	0.3841
Si	-0.021	0.0494	0.3343
Si	0.0789	0.0181	-0.1064
Si	-0.0817	0.0091	0.1534
Si	-0.001	-0.1942	0.3065
Si	0.0544	0.008	-0.0669
Si	-0.0143	0.0676	0.0457
Si	-0.1226	-0.0284	0.0265
Si	-0.0707	0.0125	0.1291
Si	0.0343	-0.0203	0.0318
Si	-0.1007	-0.0706	-0.15
Si	0.0123	-0.2479	0.4064
Si	-0.0031	0.0334	-0.1648
Si	0.0739	0.042	0.0804
Si	0.0362	0.0649	-0.1539
Si	0.0106	0.0942	-0.4597
Si	-0.0634	-0.1056	-0.1829
Si	0.0756	-0.036	-0.2038
Si	-0.0899	-0.1101	0.1405
Si	-0.0231	0.0552	-0.0424
Si	-0.0403	0.0104	0.4678
Si	0.2559	0.1207	-0.347
Si	0.0856	-0.1326	-0.4058
Si	-0.1719	0.1124	-0.0758
Si	-0.179	-0.0094	0.0094
Si	0.2037	0.0896	-0.4178
Si	0.0237	-0.0419	-0.0525
Si	0.0056	0	-0.433
Si	0.1258	0.0889	-0.1012
Si	-0.084	-0.0663	-0.1952
Si	0.1953	0.0234	0.1553
Si	-0.0161	0.1275	-0.0187
Si	-0.0493	-0.1299	-0.1746
Si	-0.1407	-0.1365	-0.5
Si	-0.1271	-0.099	-0.3029
Si	0.1073	0.0686	-0.3123
Si	-0.0318	0.0267	-0.155
Si	0.0783	0.0049	-0.116
Si	-0.0253	0.0515	-0.1689
O	0.1802	-0.0183	0.371
O	-0.0194	-0.0494	-0.0463
O	0.0781	0.0222	-0.2646
O	-0.1357	-0.088	-0.2716
O	-0.058	-0.0663	-0.1266
O	-0.0874	0.0311	-0.1271
O	0.0001	0.0781	-0.0461
O	0.0031	-0.027	-0.4539
O	-0.0477	0.0006	-0.1176
O	0.2381	0.085	-0.5531
O	0.0212	0.0531	-0.1669
O	0.0054	0.0012	-0.1053
O	-0.0959	0.0478	-0.0805
O	0.0525	-0.045	-0.5749
O	-0.0198	-0.0851	-0.155
O	-0.08	-0.1286	-0.2422
O	0.0083	0.0197	-0.1019
O	0.0104	-0.0257	-0.1177
O	0.0081	-0.1019	-0.5952
O	-0.0233	-0.0503	-0.2028
O	0.0487	0.0936	-0.24
O	-0.0773	0.1407	-0.2602
O	-0.1414	-0.0482	-0.6916
O	-0.009	0.0574	-0.6708
O	0.0539	-0.0664	-0.0763
O	0.0037	0.0136	-0.0754
O	0.0244	0.0297	0.1427
O	0.0275	0.0298	-0.0214
O	0.0292	0.0634	-0.1096
O	0.003	0.0814	-0.0396
O	-0.0062	-0.0987	-0.2407
O	-0.055	0.0044	-0.1403
O	-0.2076	0.0506	-0.3639
O	0.0345	0.0075	-0.2179
O	-0.0286	-0.065	-0.1235
O	-0.0289	0.0087	0.0258
O	0.0361	0.0024	-0.1267
O	0.0839	0.0262	0.1252
O	0.0213	0.0259	-0.0241
O	0.0295	0.0021	0.1058
O	0.1208	0.0255	-0.1149
O	-0.0044	-0.1897	-0.2434
O	-0.0056	0.0431	0.0984
O	-0.0403	0.1915	-0.2305
O	0.0167	-0.076	-0.1314
O	-0.0528	-0.0868	0.1992
O	0.0057	-0.0119	-0.4905
O	-0.0041	-0.1249	0.3805
O	0.1025	-0.0535	-0.0306
O	-0.0717	-0.0247	0.0913
O	0.0288	-0.0217	0.0081
O	0.0014	-0.0656	-0.0928
O	-0.0793	-0.0055	-0.095
O	-0.046	-0.0427	0.0592
O	0.0683	0.0218	-0.008
O	0.0366	0.0614	-0.1248
O	-0.1814	-0.005	0.3149
O	0.0369	0.0797	-0.0076
O	-0.0315	-0.009	-0.0036
O	-0.0389	-0.0114	0.4973
O	-0.0374	0.1752	-0.2397
O	-0.1047	0.0797	0.0863
O	-0.0336	-0.0311	0.0248
O	-0.0462	0.0477	0.1842
O	0.1414	0.0219	0.1482
O	0.0049	0.0893	0.105
O	0.0186	0.0042	-0.1394
O	-0.0358	-0.138	-0.0922
O	0.0489	-0.0202	0.1204
O	0.1205	0.1018	-0.2485
O	0.018	-0.0072	0.0775
O	0.1185	-0.0668	0.1752
O	0.0421	0.0962	0.1876
O	0.037	-0.1229	0.0762
O	0.1009	-0.009	0.2431
O	-0.036	0.0898	0.0984
O	-0.0084	-0.0365	0.0073
O	0.0023	-0.0846	0.1494
O	-0.0187	0.0169	-0.1216
O	0.0211	0.0443	-0.061
O	0.0432	0.0584	0.2527
O	-0.103	-0.0926	0.2436
O	-0.0222	-0.0455	-0.2004
O	0.0618	-0.0063	0.0549
O	-0.0311	0.0321	0.1314
O	0.0306	0.0059	0.0763
O	-0.0587	0.0236	0.0259
O	-0.0156	-0.0308	0.3872
O	-0.0613	0.0737	0.6665
O	-0.0895	0.0477	0.2174
O	0.013	-0.0594	0.1217
O	0.0912	0.1048	0.5386
O	0.0041	-0.041	0.0397
O	-0.0365	-0.0222	-0.1067
O	-0.1243	0.0116	0.2553
O	0.0217	0.0413	-0.3296
O	-0.0805	-0.0662	0.053
O	-0.015	-0.0102	0.0989
O	-0.0366	-0.0887	0.1862
O	0.0441	-0.0103	0.016
O	-0.0012	0.0373	-0.2016
O	0.1279	-0.0596	0.4591
O	0.0547	0.1463	-0.3773
O	0.0301	0.1155	0.1908
O	-0.004	-0.1314	0.1908
O	-0.0152	0.0133	-0.0857
O	-0.0199	-0.0168	-0.1078
O	-0.0164	-0.1209	0.1097
O	0.1397	-0.2067	0.2672
O	-0.037	-0.0004	0.0829
O	-0.1747	0.7078	0.1918
O	0.0437	0.1557	0.1564
O	-0.0403	0.0698	0.1891
O	-0.0134	-0.0527	0.0557
O	0.1381	-0.1701	-0.3483
O	-0.1604	-0.0299	0.402
O	-0.1196	0.0896	-0.4247
O	0.0121	-0.0071	0.1014
O	0.0751	0.1311	0.1956
O	0.0034	0.0294	0.0376
O	0.21	0.1344	0.0522
O	0.0499	0.0136	0.0779
O	-0.0229	-0.0399	0.027
O	0.0428	-0.1252	0.1028
O	-0.0079	0.0289	-0.135
O	0.0509	0.0451	-0.0668
O	0.0123	0.0853	0.6141
O	-0.038	0.0527	-0.2129
O	-0.0782	0.0697	0.4607
O	0.1447	0.0168	-0.3139
O	0.0392	-0.0423	0.0968
O	0.0093	-0.188	0.3174
O	0.0309	-0.0586	0.2283
O	0.067	-0.0857	0.244
O	-0.0169	-0.003	0.0381
O	-0.0571	0.0149	-0.0545
O	-0.0498	-0.1066	0.0882
O	0.0754	0.0048	-0.1478
O	-0.025	-0.0162	0.1436
O	-0.0002	-0.0384	0.0611
O	-0.0107	0.0036	-0.1193
O	-0.0361	0.0512	0.0559
O	0.0242	0.0377	0.1725
O	0.0865	-0.0134	-0.0203
O	-0.0168	-0.0053	-0.0199
O	-0.0179	0.0555	-0.0773
O	-0.0652	0.0046	0.1452
O	0.0463	-0.0453	0.0905
O	0.1331	0.0242	-0.1175
O	0.0021	-0.0441	0.0135
O	0.0131	-0.0276	0.0039
O	-0.018	0.0521	0.1147
O	0.0051	-0.0096	0.0161
O	-0.1801	0.1314	-0.3791
O	-0.0125	0.035	-0.0026
O	0.0057	-0.0171	0.0495
O	0.0431	0.1824	-0.1061
O	-0.0464	0.0211	-0.0728
O	-0.0309	-0.0192	-0.209
O	0.0757	0.0046	-0.1646

The program warned: the cutoff lies below the one the program advises for these potential files; the exchange-correlation potential is rough where the density is thin.
